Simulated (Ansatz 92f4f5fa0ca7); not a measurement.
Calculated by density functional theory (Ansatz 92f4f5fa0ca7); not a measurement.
Periodic cell of 222 atoms, Si134O80N8, from a study of silicon, its oxide and their interface. The atomic structure is a simulated model.
This geometry differs little from another in the collection (a relaxation step or a small displacement).

Settings
functional: r2SCAN
potential files: Ansatz PAW
basis: plane waves
wave-function cutoff: 800 eV
density cutoff ratio: 5
exchange-correlation grid ratio: 1
k mesh: 1 x 1 x 1, shifted by 0.5 0.5 0 of a step
self-consistency stop: 1e-10 eV per atom in the density residual
occupations: fixed
spin: none
net charge: 0

Cell vectors (angstrom)
a 10.88 0 0
b 0 10.88 0
c 0 0 31.766

Atoms and the computed forces on them: element, x, y, z (angstrom), force x, y, z (eV/angstrom)
Si -0.207 0.4025 0.1982 -0.0043 0.0122 0.0223
Si 2.4521 3.0596 0.0516 -0.0019 -0.001 0.0251
Si 0.2996 5.2885 -0.0143 -0.0016 -0.0016 0.0242
Si 3.0367 7.9367 -0.1258 -0.0125 0.0097 0.0203
Si 5.713 -0.0686 -0.1643 0.0031 0.0056 0.0283
Si 8.4719 2.5429 -0.0637 0.0066 -0.0038 0.0297
Si 5.2382 5.6957 -0.1788 0.0028 -0.0102 0.0184
Si 7.8657 8.5728 0.0673 0.0069 0.0086 0.0271
Si 1.3277 1.5618 1.466 -0.0068 -0.0036 -0.0025
Si 4.0944 4.1981 1.2536 -0.0004 -0.0018 -0.0025
Si 1.4462 6.8677 1.2623 0 -0.0018 -0.0015
Si 4.1158 9.6111 1.1511 0.0008 -0.0003 -0.0067
Si 6.8558 1.4266 1.2411 0.0024 -0.0003 -0.0006
Si 9.566 4.1498 1.2677 0.0017 -0.0021 -0.0051
Si 6.7337 6.8928 1.2387 0.0022 0.002 -0.0056
Si 9.4721 9.6585 1.3714 -0.0011 0.0026 -0.0008
Si -0.0331 2.8712 2.7929 0.0015 0.002 0.003
Si 2.7402 0.0554 2.5795 -0.0017 0.0044 0
Si 0.0175 8.2198 2.5835 -0.001 0.0009 0.0003
Si 2.7525 5.5198 2.6794 -0.0029 -0.0014 0.0071
Si 5.4583 2.7852 2.5593 0.0027 -0.0028 -0.0013
Si 8.13 0.1031 2.7353 0.0026 0.004 0.0047
Si 5.4004 8.2456 2.6282 0.0029 0.0035 -0.001
Si 8.1518 5.5187 2.5556 0.0034 -0.0029 -0.0012
Si 1.3959 4.1831 4.0657 -0.001 0.0011 -0.0019
Si 4.1138 1.4045 3.9416 0.0029 0.0001 -0.0005
Si 1.3797 9.5703 3.951 0.0033 -0.0017 0.0007
Si 4.0859 6.8796 4.0183 -0.0015 -0.0005 -0.0008
Si 6.8196 4.1295 3.9354 -0.0024 0.0021 -0.0012
Si 9.5075 1.437 4.0735 -0.0004 -0.0011 -0.005
Si 6.7818 9.5549 4.014 0.003 -0.0013 -0.0029
Si 9.5402 6.8372 3.9431 0.0021 0.0004 0.0001
Si 0.0178 0.0263 5.3406 -0.0009 0.0024 0.0009
Si 2.7533 2.7481 5.3387 -0.0039 -0.0005 -0.0001
Si 0.0013 5.5063 5.379 0.003 -0.0021 0.0009
Si 2.7052 8.211 5.3562 0.0016 -0.0023 0.0004
Si 5.4275 0.0369 5.3515 0.0007 -0.0003 0.0001
Si 8.1336 2.7821 5.38 0.0032 0 0.0003
Si 5.4613 5.4709 5.312 0.0019 0.0018 0.0007
Si 8.1701 8.1703 5.3238 -0.0001 0.0023 0.0005
Si 1.3868 1.3787 6.6898 0.0024 -0.0002 0.001
Si 4.1279 4.0989 6.6914 0.0033 0.002 0
Si 1.3695 6.8444 6.7303 0 0.004 -0.0001
Si 4.0723 9.5519 6.7112 0 0.0022 -0.0002
Si 6.8085 1.3618 6.7141 0.0008 0.0001 -0.0014
Si 9.5391 4.1003 6.7204 -0.0008 0.0003 0.0002
Si 6.8221 6.7878 6.688 -0.0008 -0.0023 0.0004
Si 9.5394 9.5152 6.6813 0.0016 -0.0005 -0.0001
Si 0.0153 2.7024 8.0646 -0.0008 0.0027 -0.0002
Si 2.6946 0.0026 8.0691 0.0016 -0.0011 0.0009
Si -0.018 8.1599 8.0776 0.0034 -0.0033 -0.0006
Si 2.7609 5.4593 8.045 -0.0045 0.0002 0.0002
Si 5.4452 2.6964 8.061 0.0014 -0.0031 -0.0004
Si 8.1879 -0.0217 8.0522 -0.0018 0.0011 -0.0003
Si 5.4575 8.1621 8.0244 0.0006 0.0018 -0.0003
Si 8.1611 5.4196 8.0677 0.0029 -0.0002 -0.0001
Si 1.405 4.0732 9.3758 0.0074 -0.0029 0.0029
Si 4.0814 1.3274 9.4103 0.0009 0.0008 0.0017
Si 1.3153 9.5312 9.4277 -0.004 0.0067 -0.0019
Si 4.1114 6.8331 9.4171 0.0051 -0.0021 -0.0003
Si 6.8643 3.9791 9.4123 -0.0058 0.004 -0.0005
Si 9.5701 1.2836 9.4409 0.0029 -0.0011 -0.0006
Si 6.8398 9.469 9.4 0.0029 0.0006 -0.0002
Si 9.5084 6.7727 9.4219 -0.002 0.0045 0.0009
Si -0.024 -0.0851 10.9026 0.0026 -0.0067 0.0037
Si 2.7102 2.6778 10.751 -0.0028 0.0063 0.0074
Si 0.0168 5.3971 10.7176 -0.0012 0.0088 -0.0064
Si 2.689 8.2077 10.7565 0.0039 0.0044 -0.0033
Si 5.455 -0.0725 10.7211 0.0003 0.0049 0.0003
Si 8.213 2.5822 10.8183 0.0038 -0.0024 0.0008
Si 5.5188 5.3994 10.6676 0.0008 -0.0033 0.0102
Si 8.1857 8.1286 10.8205 0.0018 -0.0151 0.0034
Si 1.3886 1.3054 12.1795 0.0026 0.0073 -0.0001
Si 4.1462 4.0622 11.9684 0.0009 -0.0011 -0.0038
Si 1.2776 6.8501 12.0498 -0.0153 -0.0029 -0.0047
Si 4.0712 9.5436 12.1237 0.0054 0.0006 0.0079
Si 6.832 1.147 12.1504 -0.0014 -0.0132 0.0111
Si 9.6851 3.9159 12.0931 0.0013 -0.0025 0.0046
Si 6.9039 6.641 12.0942 0.0008 0.0175 -0.0049
Si 9.4738 9.4142 12.3387 -0.0047 0.0225 -0.0045
Si 0.05 2.5574 13.6397 -0.0026 -0.0073 0.0029
Si 2.8422 0.1517 13.6084 -0.0027 -0.0051 0.0061
Si -0.0029 8.0454 13.6942 0.0094 -0.0221 0.0113
Si 2.6578 5.3863 13.1718 0.0037 -0.0209 0.0015
Si 5.5234 2.6977 13.2749 0.0014 0.0109 -0.0089
Si 7.9893 -0.2497 13.7608 0.0056 0.0062 -0.0016
Si 5.2912 7.8617 13.2407 -0.006 -0.0315 0.0063
Si 8.3863 5.2837 13.4126 -0.0048 -0.0029 0.0054
Si 1.5432 4.1084 14.692 -0.0001 -0.0003 -0.0194
Si 4.0354 1.9305 14.8678 -0.0063 0.0026 -0.0103
Si 1.6918 9.3484 14.7638 0.0178 0.0137 -0.0117
Si 3.6534 6.8458 14.6563 0.0448 0.0366 0.0108
Si 7.0688 3.7971 14.6081 -0.0081 -0.0064 -0.0122
Si 9.1852 1.4651 14.9433 0.001 -0.005 -0.0395
Si 6.362 8.9949 14.8501 -0.0031 0.0335 -0.02
Si 9.9305 6.1676 14.9898 0.0113 0.0122 -0.035
Si 5.2642 5.285 18.7535 -0.0036 0.0068 -0.0261
Si 4.8937 10.8518 16.8265 0.0119 0.0152 -0.0235
Si 12.0376 -1.7289 17.7095 -0.0013 0.0001 -0.017
Si 7.0439 6.23 16.4152 -0.0154 -0.0046 -0.0248
Si 9.3204 7.6067 17.6786 -0.008 -0.0015 -0.0139
Si 4.4126 4.4828 16.243 -0.0054 0.0041 -0.0357
Si 9.5601 -0.1633 17.549 -0.0072 0.0041 -0.0241
Si 13.3769 10.6031 23.2433 -0.0029 -0.0026 -0.0004
Si 2.8082 4.2904 24.5149 0.0007 -0.0053 0.0044
Si 6.843 8.0763 23.5924 0.004 0.0025 -0.0007
Si 2.7098 0.6489 18.764 0.0055 -0.0096 -0.0215
Si 7.0875 -1.3072 18.4852 -0.004 -0.0041 -0.0131
Si 6.905 5.2265 21.2592 -0.0011 0.003 -0.0095
Si 9.7819 11.8892 20.4999 -0.0042 -0.0068 -0.016
Si 9.9303 4.0965 21.3158 -0.0021 0 -0.0085
Si 7.2135 10.9368 22.231 -0.0022 -0.0051 -0.0027
Si 13.6936 3.7019 18.6398 0.0082 0.0036 -0.0273
Si 1.1093 9.7051 20.6648 0.0044 0.0022 -0.0184
Si 0.1521 11.9413 25.0167 -0.0006 -0.0141 0.0111
Si 7.7764 -2.915 20.2011 -0.0024 0.0151 -0.0186
Si 2.8779 6.384 17.7278 0.0219 -0.005 -0.0442
Si 10.8438 4.1125 24.3128 -0.0026 -0.0007 0.0018
Si 3.6268 10.0923 25.8983 -0.0023 0.0023 0.0099
Si 10.5113 -3.925 20.2513 -0.0045 0.005 -0.0153
Si 0.7674 9.8742 26.9724 -0.0016 -0.0023 0.0165
Si 4.0561 13.1751 26.5145 0.004 -0.0063 0.0213
Si -7.0486 1.3181 29.5186 0.0035 -0.0049 0.0299
Si -4.2553 -1.2964 26.3617 0.0053 0.0004 0.0103
Si -3.6894 4.3779 29.4641 0.0024 -0.0038 0.035
Si -1.5651 6.7137 29.7103 0.0048 -0.004 0.0241
Si 1.7002 -0.9317 29.7572 0.0004 0.0009 0.0315
Si 8.3209 5.9312 25.0257 -0.0029 0.0057 0.0109
Si 4.4197 -9.6669 21.4377 -0.0008 -0.0025 -0.0134
Si -2.9117 11.9785 25.04 -0.0004 -0.0023 0.0088
Si 6.8868 14.4752 26.3501 -0.0004 -0.0004 0.0195
Si 4.8961 5.8652 23.1301 0.0036 -0.0008 0.0017
Si 9.1519 19.0514 27.0967 0.0065 -0.0011 0.0165
Si 14.3758 3.9393 21.6578 0.0015 -0.0036 -0.0142
O 1.3233 4.9555 24.6346 -0.0018 0.0013 -0.002
O 0.8036 -0.2748 30.9011 0.0058 -0.0134 -0.0135
O 6.7458 -2.1864 25.0511 -0.0011 -0.0052 -0.0045
O 1.3693 4.1526 -0.525 0.0081 0.0055 -0.011
O -2.8876 2.585 25.701 0.0029 -0.0003 -0.0036
O 0.1835 2.671 25.0138 0.0006 -0.0001 0.0004
O 8.231 5.5927 29.3322 0.0015 0.0021 -0.0127
O 2.3533 8.5725 30.2949 0.0069 -0.0015 -0.0177
O 5.1658 0.7058 30.2433 -0.0039 0.0046 -0.0168
O 7.8216 3.1705 30.3406 -0.0084 0.011 -0.0113
O 5.872 4.9518 30.2516 0.0017 0.0009 -0.0195
O 9.5955 1.4239 -0.5223 0.0021 0.0004 -0.0205
O -2.1073 6.9581 26.1472 -0.0018 -0.007 -0.0105
O 4.1243 6.8149 -0.6595 0.0045 0.0044 0.0059
O 10.5751 6.0019 30.4155 -0.0047 0.0037 -0.0135
O 6.8114 9.6575 -0.5979 -0.0107 -0.011 -0.0101
O 5.0608 1.4422 16.1171 0.0035 -0.0073 0.0089
O 2.2244 -8.6908 18.3795 -0.0085 -0.0004 0.0023
O 5.642 -0.721 18.0975 -0.0021 0.0041 0.0193
O 7.1117 9.4859 20.1429 -0.0063 -0.001 0.01
O 7.9589 10.4966 17.4834 0.0043 -0.0045 0.0062
O 2.7827 8.1673 14.974 -0.0397 -0.0118 -0.0255
N 3.7198 6.0856 16.2221 -0.0039 -0.0001 0.0396
O 11.2473 5.1701 15.3664 -0.0024 0.0019 0.0101
O 9.8947 0.8015 16.2815 0.0048 -0.0033 0.0243
N 10.2765 9.1013 17.5941 0.003 -0.0071 0.0089
O 5.1851 9.8587 15.5937 -0.0255 -0.029 0.0146
N 8.8568 6.5164 16.3605 0.0001 0.0059 0.0182
N 3.2088 3.4234 15.4141 -0.0036 0.007 0.0124
O 3.4214 0.0992 17.4281 -0.008 0.0047 0.0109
O 12.8034 -3.1807 17.7535 -0.0041 0.0008 0.0129
N 4.4174 14.8829 17.9346 0.0008 -0.0078 0.027
O -1.6618 7.7248 20.8807 0.0008 -0.0029 0.0067
N 7.8675 -2.8485 18.4725 0.0129 -0.0146 -0.0024
N 6.138 4.8278 15.6695 0.0042 0.0162 0.004
O 12.8747 5.0073 18.0411 -0.0114 -0.0057 0.0112
O 10.8867 10.8413 21.094 -0.0006 0.0025 0.0075
O 8.0946 13.5437 15.3085 0.0144 -0.0003 0.0155
O 10.2212 6.6948 18.6796 0 -0.0035 0.01
O 6.6228 7.7328 15.8983 0.0174 -0.0005 0.007
O 9.7652 11.5674 18.9098 -0.0019 0.0051 0.018
O 11.6387 8.105 20.4833 -0.002 -0.0039 0.0055
O 7.2319 0.9342 23.6101 -0.0021 0.0012 -0.0022
O 2.6986 3.8773 20.2605 0.0004 0.001 0.0122
O 1.4335 9.8791 16.2837 0.0098 -0.0014 0.0151
O 10.0797 13.5067 20.5909 -0.0013 0.0054 0.0025
O 8.3567 4.5258 21.2509 0.0007 -0.0001 0.0026
O 3.6794 0.8064 20.0482 0.0047 -0.0003 0.0076
O 5.9433 4.6685 20.08 0.0034 -0.005 0.0126
O 8.4279 0.6421 21.3131 -0.0016 -0.0021 0.0021
O 4.6622 2.8104 21.5099 -0.0002 0.0055 0.0039
O 6.8768 -4.0442 20.9159 -0.0044 -0.0042 0.0082
O 3.0026 3.3234 25.8111 -0.0051 0.0033 -0.007
O -1.0876 18.3852 28.4093 0.0039 0.0062 -0.0151
O 11.4601 22.2905 26.4881 -0.0023 0.0064 -0.0061
O 7.2924 -1.5562 22.6389 0.0003 0.0008 0.0035
O 10.5475 3.8094 22.7629 0.0012 -0.003 0.0009
O 7.0864 -5.856 25.5903 0.0011 0.0032 -0.006
O 13.617 -7.3263 23.0518 -0.0034 -0.0023 0.0003
O 14.9594 6.442 18.876 -0.0023 0.0001 0.0194
O -0.518 9.0359 26.4134 -0.0024 0.0011 -0.0073
O 5.8024 0.42 21.5417 0.0003 -0.002 0.0014
O 2.108 9.6978 21.9477 0.0008 -0.0024 0.0067
O 5.0017 9.5725 26.6431 -0.0015 -0.0013 -0.0036
O -7.4814 9.7535 24.3126 0.0025 -0.0027 -0.0067
O 3.6937 11.7101 25.9517 0.001 -0.002 -0.0054
N 1.6278 -0.6917 19.0598 0.0001 -0.0005 0.0075
O 6.4947 5.9207 17.9151 -0.0086 -0.0005 0.0148
O 7.9262 6.8474 23.7215 0.0008 0.0001 -0.0056
O -1.3875 11.4918 24.7674 0.0014 -0.0009 -0.0009
O 4.061 5.3541 24.4389 0.0009 0.0007 0.0007
O -3.1429 8.9695 27.4019 -0.0042 0.0018 -0.0049
O 5.3867 7.4038 23.2559 -0.004 -0.0014 -0.0009
O 3.1128 13.2194 30.5253 0.0012 -0.0027 -0.0176
O 3.4485 11.7652 22.6777 -0.0054 0.0025 0.0047
O 6.9349 3.8227 27.963 -0.0028 -0.0066 -0.0216
O -3.7489 11.0923 26.1072 -0.0005 -0.0008 -0.0009
O 1.1688 0.3669 23.9461 -0.0002 -0.0016 -0.0043
O 6.2323 15.8776 22.7207 -0.0045 0.0008 0.0019
O 4.0882 23.9015 28.1407 0.0046 0.0076 -0.0209
O 2.8573 0.0646 29.2299 0.0006 0.0005 -0.0133
O 0.6733 9.7018 28.5592 -0.0068 -0.0061 -0.0158
O -0.1407 5.4459 20.8193 0.0018 -0.0045 0.0052
O -1.3079 4.957 24.7923 0.0032 -0.0023 -0.0028
O -2.219 7.838 30.6409 0.0051 0 -0.0183
O 3.9264 16.3841 21.8679 0.0005 0.0021 0.0017
O 13.1744 -1.4321 26.5812 0.0079 -0.0022 -0.0113
O 5.4774 2.8831 26.0305 -0.0021 0.0006 -0.0073

Results
free energy: -134426.925 eV
free energy less fixed offsets of N -386.36, O -570.45, Si -639.56 eV per atom: 0.995 eV

The program warned: the cutoff lies below the one the program advises for these potential files; the forces do not sum to zero within the program's tolerance; empty levels may hold ghost states of the PAW files; the exchange-correlation potential is rough where the density is thin.
